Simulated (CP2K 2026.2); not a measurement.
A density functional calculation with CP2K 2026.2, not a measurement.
Periodic cell of 528 atoms, Si368O160, from a study of silicon, its oxide and their interface. The atomic structure is a simulated model.
Doubt: the forces sum to 0.81 eV/angstrom along one axis rather than to zero, so they err by at least 0.0015 eV/angstrom per atom on average; the grid cutoff is modest.

Settings: functional PBE; method Gaussian and plane waves; basis set DZVP-MOLOPT-SR-GTH; pseudopotentials GTH-PBE; grid cutoff 350 Ry, relative cutoff 50 Ry; k points Gamma only; occupations fixed; spin none; net charge 0.

Cell vectors (angstrom)
a 15.3871 0 0
b 0 15.3871 0
c -7.139 1.7779 39.2738

Atoms and the computed forces on them: element, x, y, z (angstrom), force x, y, z (eV/angstrom)
Si 7.952 1.93 33.407 0.119 -0.128 0.737
Si 8.094 9.16 31.299 -0.281 -0.086 0.721
Si 9.168 9.509 33.312 0.061 0.024 0.002
Si 7.346 11.694 29.83 -0.07 -0.001 0.094
Si -5.162 7.793 29.591 -0.05 0.037 0.06
Si 8.544 5.685 33.434 -0.073 0.069 0.7
Si -3.871 13.027 28.316 0.013 0.009 0.051
Si 8.946 13.504 33.15 0.015 -0.003 -0.016
Si 0.609 16.293 30.124 -0.197 0.118 0.202
Si 1.774 5.234 30.632 -0.21 0.127 0.588
Si -0.851 10.015 28.16 0.138 -0.003 0.177
Si 1.323 13.297 33.19 0.041 0.072 -0.005
Si 5.844 5.672 31.662 -0.506 -0.141 0.484
Si 4.807 1.799 33.143 -0.218 -0.007 0.678
Si 3.898 9.936 29.163 -0.083 0.04 0.073
Si -2.994 13.792 31.103 -0.317 -0.144 0.605
Si 5.121 13.213 31.059 -0.433 -0.066 0.443
Si -3.768 5.638 33.416 0.031 -0.034 0.713
Si 5.721 8.737 31.347 0.163 0.303 0.778
Si -3.593 1.481 30.377 0.053 0 0.19
Si -2.638 1.894 33.286 0.215 -0.174 0.531
Si -2.618 6.308 30.736 0.02 0.108 -0.11
Si -3.725 9.5 33.282 -0.307 0.038 0.532
Si -4.003 13.411 33.172 -0.02 0.054 -0.016
Si 0.678 3.684 34.261 0.019 0.022 0
Si 1.594 5.555 32.99 0.075 -0.03 0.038
Si 0.996 9.397 33.059 -0.17 -0.011 0.722
Si -0.911 4.859 28.88 0.091 -0.051 0.147
Si 4.411 15.189 34.349 0.017 -0.047 0.021
Si 4.442 3.635 34.59 0.042 -0.047 -0.001
Si 4.155 9.325 33.122 0.585 -0.046 0.176
Si 4.41 11.342 34.366 0.026 -0.004 0.009
Si 8.281 3.781 34.754 -0.004 0.023 0.017
Si 8.455 7.677 34.641 -0.075 -0.046 -0.065
Si 8.444 11.496 34.383 -0.029 0.002 -0.032
Si 8.36 15.301 34.563 -0.098 0.063 -0.005
Si -3.247 3.716 34.636 0.008 0.016 0.04
Si -3.323 7.598 34.622 0.009 0.014 -0.023
Si -5.154 11.481 35.926 -0.022 -0.024 -0.01
Si -3.293 15.297 34.444 0.072 -0.011 0.022
Si -0.186 1.738 33.102 -0.094 0.023 0.546
Si 2.529 7.518 35.905 0.048 -0.018 0.017
Si 0.722 11.357 34.396 -0.036 -0.001 -0.026
Si 0.621 15.247 34.383 -0.03 -0.037 0.05
Si 4.078 5.522 33.284 0.069 0.01 0.014
Si 4.438 7.478 34.559 -0.016 0.02 -0.006
Si 3.799 13.249 33.065 -0.022 0.014 -0.022
Si 3.298 2.431 30.363 -0.05 0.076 0.155
Si 6.327 3.753 35.993 -0.023 0.004 0.041
Si 6.417 7.602 35.836 0.033 -0.008 0.05
Si 6.415 11.42 35.664 -0.009 -0.004 0.022
Si 6.339 15.19 35.782 0.024 0.014 0.005
Si -5.142 3.67 36.019 -0.017 0.021 0.026
Si -5.124 7.587 36.095 -0.026 0.055 0.036
Si -3.327 11.501 34.448 0.017 -0.043 -0.058
Si -5.129 15.369 35.929 -0.012 0.035 -0.03
Si -1.211 3.807 35.797 0.013 0.017 -0.025
Si -1.226 7.51 35.709 -0.008 -0.019 0.013
Si -1.285 11.442 35.683 -0.006 -0.002 0.028
Si -1.312 15.173 35.768 -0.023 -0.003 -0.018
Si 2.476 3.595 35.841 0.025 0.01 -0.012
Si 0.768 7.431 34.327 -0.055 0.001 -0.06
Si 2.566 11.339 35.854 0.021 0.01 0.033
Si 2.53 15.312 35.792 0.007 -0.001 -0.035
Si 6.358 1.738 37.202 0.018 0.011 -0.006
Si 6.384 5.704 37.266 -0.013 -0.018 0.006
Si 6.39 9.543 37.146 0.002 -0.003 -0.009
Si 6.381 13.288 37.145 0.004 0.016 -0.001
Si -5.153 1.795 37.368 0.023 0.017 0.038
Si -5.127 5.618 37.339 0.011 -0.018 -0.001
Si -5.147 9.567 37.311 -0.026 -0.051 0.002
Si -5.136 13.405 37.246 0.02 0.018 -0.033
Si -1.272 1.787 37.096 0.011 0.014 -0.039
Si -1.256 5.674 37.203 -0.031 0.004 0.035
Si -1.268 9.487 37.06 -0.014 -0.016 -0.016
Si -1.292 13.295 37.167 -0.003 0.008 0.028
Si 2.526 1.748 37.255 0.03 0.012 0.039
Si 2.52 5.563 37.197 -0.008 -0.006 -0.01
Si 2.537 9.454 37.24 0.027 -0.008 0.01
Si 2.54 13.334 37.134 -0.011 0 -0.063
Si 8.261 1.772 38.618 -0.022 -0.008 0.003
Si 8.301 5.642 38.632 0.003 0.021 0.003
Si 8.28 9.523 38.585 -0.018 0.005 0.014
Si 8.293 13.344 38.551 -0.015 -0.013 0.018
Si -3.152 1.802 38.571 0.002 0.002 -0.004
Si -3.166 5.645 38.604 0.004 -0.007 0.01
Si -3.157 9.509 38.54 0.01 -0.01 -0.013
Si -3.197 13.336 38.566 0.016 0.004 0.015
Si 0.585 1.761 38.561 0.01 -0.005 -0.002
Si 0.632 5.636 38.589 0.002 -0.011 0.003
Si 0.591 9.493 38.54 -0.003 -0.003 -0.011
Si 0.632 13.318 38.528 -0.018 0.014 0.01
Si 4.462 1.77 38.588 -0.011 0.002 0.007
Si 4.441 5.646 38.58 0.002 0.015 -0.002
Si 4.482 9.497 38.552 0.012 -0.003 0.016
Si 4.457 13.318 38.519 0.024 -0.001 0.01
Si 0.051 1.939 11.538 0.011 -0.001 -0.015
Si 0.059 5.774 11.543 -0.011 -0.011 0.01
Si 0.043 9.635 11.544 -0.024 0.001 -0.007
Si 0.053 13.489 11.559 0.001 0.015 -0.014
Si 3.936 1.919 11.553 -0.026 0.003 -0.032
Si 3.946 5.76 11.517 -0.014 -0.015 -0.008
Si 3.917 9.642 11.534 0.001 -0.02 0.005
Si 3.909 13.498 11.573 -0.011 -0.004 -0.017
Si 7.781 1.935 11.568 0.022 -0.009 -0.008
Si 7.787 5.78 11.556 0.003 -0.001 -0.023
Si 7.787 9.636 11.56 -0.015 0.003 -0.015
Si 7.747 13.497 11.578 0.011 0.003 -0.009
Si 11.588 1.932 11.565 -0.023 -0.019 -0.014
Si 11.597 5.779 11.531 0.012 -0.007 -0.013
Si 11.603 9.648 11.567 0.013 0.018 -0.006
Si 11.583 13.488 11.564 -0.01 0.02 -0.022
Si -1.872 2.002 12.896 0.006 -0.005 0.039
Si -1.884 5.853 12.895 0.025 0.05 -0.033
Si -1.869 9.588 12.942 0.007 -0.028 -0.023
Si -1.88 13.422 12.904 0.001 -0.014 0.039
Si 1.987 1.841 12.879 0.013 0.011 -0.035
Si 2.019 5.675 12.845 0.011 0.038 -0.035
Si 1.976 9.704 12.864 -0.003 -0.034 0.005
Si 1.976 13.564 12.932 0.02 0.014 -0.032
Si 5.863 1.975 12.916 0.003 -0.004 0.051
Si 5.86 5.817 12.898 -0.017 0.01 -0.029
Si 5.85 9.58 12.887 0.013 0.002 -0.024
Si 5.825 13.455 12.945 0.012 -0.012 0.019
Si 9.683 1.884 12.977 0.015 0.006 -0.03
Si 9.706 5.718 12.924 -0.016 0.017 0.015
Si 9.697 9.702 12.946 -0.001 -0.014 0.016
Si 9.664 13.569 12.95 -0.008 0.008 -0.018
Si -1.875 15.404 14.14 -0.022 0.003 0.006
Si -1.895 3.975 14.246 0.004 -0.041 0.028
Si -1.895 7.7 14.382 -0.003 0.018 0.009
Si -1.89 11.483 14.303 -0.003 0.049 0.038
Si 1.958 15.425 14.42 -0.031 0.008 0.006
Si 2.027 3.713 14.22 0.003 0.009 0.022
Si 2.025 7.678 14.029 -0.004 -0.009 -0.016
Si 1.932 11.662 14.253 -0.002 -0.036 0.074
Si 5.835 15.426 14.249 -0.009 -0.005 0.017
Si 5.898 3.932 14.265 0.004 0.003 0.054
Si 5.887 7.7 14.318 -0.002 -0.003 0.017
Si 5.808 11.46 14.25 -0.013 0.022 0.041
Si 9.641 15.412 14.466 0.009 -0.004 0.006
Si 9.708 3.779 14.34 0.005 0.01 0.022
Si 9.751 7.695 14.181 0.002 0.014 0.027
Si 9.648 11.687 14.304 0.006 -0.032 0.03
Si -0.094 15.407 15.658 0.005 0.005 0.015
Si 0.882 5.713 16.676 0.144 0.118 -0.73
Si 0.794 9.567 16.647 -0.011 0.036 -0.003
Si 0.032 11.594 15.689 0.003 -0.037 -0.042
Si 3.98 15.448 15.705 -0.051 0.003 0.039
Si 3.974 3.778 15.593 -0.041 0.023 -0.017
Si 3.849 7.705 15.502 -0.008 -0.026 0.061
Si 3.864 11.548 15.595 -0.038 -0.04 -0.039
Si 7.089 1.992 17.084 -0.01 0.028 0
Si 7.778 3.853 15.721 0.034 -0.002 0.005
Si 7.899 7.668 15.593 -0.027 -0.015 0.005
Si 7.698 11.573 15.656 -0.006 -0.026 -0.038
Si 11.717 15.427 15.637 -0.024 -0.002 -0.014
Si 11.632 3.911 15.731 -0.007 -0.006 -0.002
Si 11.517 7.701 15.761 0.034 -0.002 0.026
Si 11.571 11.588 15.689 -0.02 0.063 -0.047
Si -0.702 2.004 16.815 -0.013 0.061 -0.031
Si 0.06 3.839 15.525 0.016 -0.001 0.003
Si 0.198 7.641 15.472 -0.01 -0.044 0.041
Si 0.95 14.385 19.381 -0.167 0.039 -0.053
Si 4.61 1.954 17.02 0.039 0.044 -0.024
Si 3.299 5.751 16.666 -0.24 -0.063 -0.668
Si 3.204 9.591 16.772 -0.171 0.097 -0.614
Si 4.446 13.456 16.862 -0.005 -0.024 0.047
Si 7.621 15.413 15.807 0.023 0.001 0.061
Si 8.521 5.797 16.911 0.337 -0.125 -0.613
Si 8.408 9.613 16.792 -0.002 0.02 -0.035
Si 6.857 13.434 16.923 -0.072 0.011 -0.607
Si 12.259 1.968 16.932 -0.005 -0.018 -0.027
Si 11.031 5.768 17.123 -0.036 0.026 -0.004
Si 10.81 9.69 16.896 -0.117 -0.023 -0.547
Si 12.272 13.505 16.91 0.005 -0.016 0.008
Si 11.273 1.671 19.059 0.24 0.131 -0.616
Si -3.358 5.995 19.387 -0.24 -0.128 -0.554
Si -3.139 8.955 19.35 -0.045 0.022 -0.096
Si 11.157 13.899 18.928 0.506 -0.056 -0.617
Si 0.196 1.015 21.48 -0.009 -0.056 -0.134
Si -0.16 6.306 19.53 -0.009 0.11 -0.07
Si -0.359 9.151 18.566 0.448 0.027 -0.65
Si -0.689 13.505 16.993 -0.17 -0.066 -0.528
Si 3.454 2.387 19.044 0.388 -0.17 -0.54
Si 4.248 5.29 19.647 -0.14 -0.091 -0.166
Si 4.624 10.212 19.463 -0.069 -0.055 -0.194
Si 3.82 13.244 19.127 0.159 0.106 -0.742
Si 8.114 2.332 19.233 -0.301 -0.098 -0.634
Si 7.346 5.376 19.788 -0.002 -0.156 -0.183
Si 7.791 9.865 19.006 0.106 -0.157 -0.671
Si 8.389 12.851 19.403 -0.148 -0.013 -0.138
Si 6.978 1.041 21.806 0.028 -0.055 -0.205
Si 9.037 7.474 24.021 -0.034 -0.055 -0.011
Si -1.168 10.651 20.806 -0.156 0.01 -0.11
Si -3.01 12.843 21.543 0.039 0.036 -0.077
Si -3.723 3.137 24.251 0.223 -0.509 0.179
Si -1.785 14.97 23.163 0.079 0.1 0.081
Si -1.751 12.471 26.398 0.04 0.016 0
Si 7.66 10.648 26.979 0.154 -0.006 0.092
Si 4.097 15.514 21.069 0.042 -0.026 -0.054
Si 5.228 11.952 23.291 -0.011 0.007 0.005
Si 8.822 1.759 30.587 -0.02 0.091 0.124
Si -3.264 3.628 21.303 -0.023 0.048 0.012
Si 7.926 7.824 21.328 -0.052 0.042 -0.141
Si 0.264 12.952 24.409 0.035 -0.013 -0.016
Si 7.03 15.912 26.431 -0.051 0.052 0.051
Si -0.187 7.24 27.162 0.095 0.025 0.02
Si -3.705 8.688 25.195 0.06 -0.009 -0.004
Si 5.115 2.491 27.785 -0.017 0.038 -0.06
Si -3.664 11.378 24.153 0.005 0.133 -0.027
Si -1.484 1.984 28.126 -0.027 -0.099 -0.015
Si 0.639 1.83 18.683 -0.572 0.176 -0.425
Si 0.35 9.903 23.388 0.016 0.023 0.025
Si -3.101 1.202 25.517 -0.183 0.64 -0.322
Si 7.669 13.551 22.353 -0.065 -0.033 -0.025
Si 1.522 3.164 23.212 -0.151 0.027 -0.044
Si 1.976 5.709 21.623 0.044 0.019 -0.15
Si 6.997 4.047 29.351 -0.016 0.009 0.084
Si 8.547 6.134 27.779 -0.051 -0.041 0.005
Si 9.061 12.529 24.987 -0.043 0.027 0.064
Si -1.474 9.075 31.034 -0.016 -0.041 0.161
Si -1.284 4.544 23.317 -0.065 -0.065 -0.022
Si 0.198 13.441 31.172 0.26 -0.027 0.611
Si 9.068 4.695 25.016 0.083 -0.036 -0.03
Si 3.138 13.877 23.47 0.022 -0.01 -0.029
Si 2.665 7.941 23.646 -0.018 0.026 -0.103
Si 3.84 12.68 28.286 0.015 -0.05 0.113
Si 6.826 2.727 24.206 -0.03 -0.009 0.06
Si 3.925 6.498 25.885 -0.05 -0.056 0.067
Si 5.119 9.048 22.19 0.002 0.091 -0.134
Si 3.949 3.464 25.102 0.006 0.001 0.018
Si -4.795 10.026 27.746 -0.083 0.049 0.085
Si 1.497 11.457 29.26 0.04 0.048 0.09
Si 2.696 7.154 28.446 0.08 -0.043 0.251
Si 9.866 14.973 26.805 0.049 -0.047 -0.02
Si 7.883 14.194 31.114 0.265 -0.197 0.669
Si -1.132 7.334 24.459 -0.007 -0.125 -0.137
Si 5.116 13.681 25.611 -0.058 -0.012 -0.033
Si 6.741 7.941 26.105 0.119 0.026 0.063
Si 0.039 13.458 0.682 0.01 0.008 0.002
Si 0.038 1.929 0.69 -0.001 -0.007 0.006
Si 0.057 5.812 0.674 -0.004 -0.011 0
Si 0.052 9.659 0.667 -0.003 -0.002 0.004
Si 3.953 13.481 0.654 0.017 -0.012 0.003
Si 3.957 1.936 0.675 0.015 0.017 0.009
Si 3.944 5.813 0.652 -0.011 -0.023 0.002
Si 3.947 9.637 0.654 0.001 0.01 0.004
Si 7.746 13.451 0.645 0.001 -0.004 0.005
Si 7.745 1.917 0.651 0.002 0.013 0.016
Si 7.754 5.798 0.649 0.012 -0.013 0.012
Si 7.755 9.631 0.637 0.006 0.012 0.007
Si 11.605 13.447 0.648 -0.003 0.01 -0.002
Si 11.612 1.934 0.657 0.008 -0.002 0.005
Si 11.602 5.799 0.654 -0.008 -0.009 0.01
Si 11.6 9.638 0.641 -0.025 -0.002 0.005
Si 2.002 13.475 1.999 -0.007 -0.008 -0.013
Si 1.999 1.933 2.007 0 -0.007 -0.01
Si 2.003 5.806 2.007 -0.002 0.002 -0.002
Si 2.001 9.633 2.003 -0.005 -0.017 -0.007
Si 5.848 13.465 2.038 0 -0.002 0.006
Si 5.854 1.934 2.05 -0.001 -0.013 0.001
Si 5.847 5.791 2.031 0.002 0.009 0
Si 5.852 9.643 2.027 -0.001 0.006 0.009
Si 9.676 13.462 2.003 0.002 0 -0.002
Si 9.678 1.93 2.005 -0.006 -0.001 -0.015
Si 9.678 5.805 2.013 0.006 0.034 0.007
Si 9.678 9.627 2.004 0.004 0 0.013
Si 13.51 13.464 2.037 0.004 -0.002 0.011
Si 13.512 1.937 2.047 0.003 0.006 0.009
Si 13.52 5.789 2.028 -0.002 -0.008 0.002
Si 13.515 9.646 2.022 0.009 0.006 0.007
Si 1.994 15.397 3.37 0.002 -0.001 -0.001
Si 1.995 3.869 3.362 0.002 0.009 0.003
Si 1.995 7.718 3.382 0.002 0.005 0.001
Si 1.999 11.555 3.371 0.022 -0.003 -0.001
Si 5.844 15.392 3.395 0.01 0 0.003
Si 5.843 3.867 3.393 0.002 -0.008 -0.001
Si 5.845 7.717 3.387 0.005 0 0.001
Si 5.84 11.552 3.401 0.005 0.008 0.008
Si 9.682 15.391 3.365 0.005 -0.007 -0.003
Si 9.679 3.865 3.362 -0.003 0.006 -0.011
Si 9.682 7.717 3.385 -0.008 0 0.006
Si 9.678 11.547 3.374 -0.01 -0.011 -0.003
Si 13.519 15.393 3.391 -0.004 -0.001 0.004
Si 13.524 3.867 3.392 0.001 -0.01 0
Si 13.524 7.717 3.381 -0.009 0.004 0.002
Si 13.521 11.551 3.401 -0.016 0.008 0.001
Si 0.07 15.398 4.735 -0.001 -0.001 -0.007
Si 0.073 3.866 4.735 -0.009 -0.005 -0.002
Si 0.065 7.714 4.741 -0.009 -0.006 -0.003
Si 0.073 11.554 4.74 -0.008 -0.001 -0.008
Si 3.911 15.397 4.743 0.006 -0.006 -0.002
Si 3.911 3.865 4.741 0.005 -0.003 -0.004
Si 3.918 7.715 4.747 0.017 0.001 -0.003
Si 3.911 11.554 4.751 0.012 -0.006 0.002
Si 7.771 15.395 4.743 0 -0.002 0
Si 7.768 3.866 4.744 -0.003 0.006 0.001
Si 7.763 7.714 4.751 -0.01 0.009 0.003
Si 7.765 11.553 4.751 -0.003 0.003 0.001
Si 11.594 15.396 4.743 0 -0.001 -0.001
Si 11.595 3.865 4.74 0.004 0.003 -0.001
Si 11.605 7.715 4.747 0.004 0.004 0.002
Si 11.594 11.551 4.749 0.005 0.005 0.001
Si 0.07 13.478 6.103 -0.001 0.003 0.002
Si 0.071 1.937 6.094 0 0 -0.001
Si 0.064 5.787 6.103 0.011 -0.002 0.002
Si 0.065 9.635 6.109 0.011 0.004 0.001
Si 3.909 13.478 6.112 0 -0.002 0.005
Si 3.909 1.937 6.101 0.001 0.002 0.003
Si 3.919 5.787 6.107 -0.01 0.006 -0.003
Si 3.917 9.634 6.116 -0.008 0.004 0.002
Si 7.768 13.477 6.108 0.007 -0.008 -0.001
Si 7.769 1.935 6.097 0.005 -0.008 -0.007
Si 7.762 5.787 6.108 0.014 0.007 0.002
Si 7.758 9.635 6.115 0.01 0.001 0
Si 11.594 13.476 6.106 -0.006 -0.004 -0.001
Si 11.595 1.937 6.097 -0.002 -0.006 -0.002
Si 11.605 5.787 6.103 -0.011 0 -0.003
Si 11.604 9.634 6.115 -0.013 0.003 0.002
Si 1.986 13.481 7.477 0.007 -0.005 0.004
Si 1.987 1.934 7.468 -0.004 0.005 -0.001
Si 1.991 5.785 7.461 0.003 0.005 -0.003
Si 1.989 9.636 7.471 0.01 -0.014 -0.004
Si 5.842 13.477 7.462 0.014 0.009 -0.003
Si 5.842 1.935 7.45 0.01 -0.003 -0.004
Si 5.842 5.785 7.475 -0.005 -0.015 0.005
Si 5.839 9.636 7.484 0.003 0.011 0.005
Si 9.681 13.48 7.48 0.004 -0.002 -0.001
Si 9.681 1.934 7.471 -0.004 0.008 0.003
Si 9.685 5.787 7.466 0 0.008 0.004
Si 9.68 9.638 7.471 -0.011 -0.005 0.003
Si 13.524 13.478 7.455 -0.006 0.005 -0.008
Si 13.526 1.937 7.446 0.003 -0.004 -0.005
Si 13.525 5.786 7.47 -0.009 -0.014 0.001
Si 13.529 9.636 7.478 -0.002 0.014 0.004
Si 1.984 15.404 8.843 -0.002 0.002 0.014
Si 1.992 3.862 8.825 -0.001 0.019 -0.001
Si 1.988 7.707 8.821 -0.002 0.001 -0.007
Si 1.988 11.555 8.839 -0.005 -0.013 0.006
Si 5.844 15.403 8.815 0.001 -0.002 -0.01
Si 5.852 3.846 8.821 -0.004 -0.02 -0.002
Si 5.845 7.71 8.845 0.009 0.001 0.017
Si 5.843 11.568 8.84 0.003 0.016 0.003
Si 9.679 15.402 8.842 0.004 -0.012 0.005
Si 9.683 3.863 8.824 0.005 0.007 -0.003
Si 9.684 7.712 8.82 0.004 0.01 -0.005
Si 9.678 11.556 8.839 0.005 -0.008 -0.003
Si 13.517 15.403 8.809 -0.001 -0.002 -0.014
Si 13.522 3.849 8.818 -0.001 -0.021 -0.002
Si 13.524 7.709 8.841 0.001 -0.01 0.017
Si 13.522 11.569 8.833 0 0.031 -0.001
Si 0.037 15.401 10.183 -0.008 0.007 -0.002
Si 0.058 3.859 10.175 0.011 -0.001 -0.013
Si 0.073 7.705 10.191 0.021 0.006 -0.008
Si 0.057 11.565 10.194 0.013 -0.009 -0.006
Si 3.931 15.398 10.183 0.022 0.017 -0.002
Si 3.928 3.836 10.174 0.007 -0.007 -0.015
Si 3.905 7.706 10.186 -0.031 0.002 -0.004
Si 3.918 11.575 10.197 0.004 -0.002 -0.005
Si 7.75 15.406 10.199 -0.003 -0.003 -0.009
Si 7.771 3.856 10.196 -0.002 0.004 -0.01
Si 7.783 7.71 10.199 0.016 -0.004 -0.003
Si 7.763 11.569 10.212 0.012 -0.001 -0.009
Si 11.61 15.404 10.193 0.008 0.006 -0.003
Si 11.601 3.849 10.186 -0.005 0 -0.01
Si 11.588 7.721 10.198 -0.029 -0.004 -0.004
Si 11.597 11.566 10.199 -0.016 -0.014 -0.007
O 6.181 3.699 27.992 0.15 0.283 -0.301
O 6.417 1.877 32.798 0.119 0.136 -0.145
O -4.43 16.036 26.271 -0.227 0.447 0.075
O 7.342 5.683 32.327 0.068 -0.101 -0.219
O -3.184 2.201 31.764 -0.318 0.514 -0.106
O -5.31 5.579 32.817 0.155 0.09 -0.418
O -0.01 1.627 31.453 -0.071 0.094 -0.195
O -2.215 5.055 29.81 -0.342 -0.48 0.028
O -3.427 12.852 29.856 -0.162 -0.508 -0.017
O 0.704 10.429 28.313 0.205 -0.276 -0.474
O -3.368 15.29 30.619 0.103 0.085 0.069
O -1.399 13.636 31.376 -0.052 0.04 0.233
O 3.951 1.918 31.755 -0.04 -0.021 -0.027
O 8.91 7.963 30.527 -0.328 -0.405 0.207
O 7.742 3.809 19.824 0.252 -0.003 0.146
O 0.52 5.604 18.26 0.271 -0.234 0.083
O -1.929 8.751 18.261 -0.248 0.002 -0.659
O -0.261 13.632 18.597 -0.232 -0.059 0.313
O 1.931 2.823 18.62 -0.094 0.374 -0.476
O 3.888 5.849 18.187 0.072 0.459 0.01
O 3.705 9.528 18.331 -0.292 -0.108 0.254
O 2.217 13.395 19.404 -0.222 -0.48 -0.063
O 8.048 6.252 20.945 0.612 -0.289 0.393
O 7.792 5.979 18.362 -0.3 0.201 -0.017
O 6.181 10.045 19.094 0.037 -0.144 0.053
O 8.29 8.722 20.037 0.468 -0.24 0.103
O 7.084 13.304 18.558 -0.401 0.26 0.389
O 11.121 9.777 18.531 -0.272 0.356 0.298
O 9.607 13.545 18.594 -0.078 0.286 -0.463
O 4.373 13.436 29.63 -0.237 0.403 -0.209
O -0.965 8.634 27.353 -0.319 0.025 -0.313
O 8.269 10.511 30.397 0.239 0.182 -0.354
O 5.307 7.303 25.803 0.003 0.303 0.013
O 6.259 14.356 31.346 -0.01 0.377 0.123
O 6.48 14.49 25.885 0.379 -0.157 0.038
O -3.264 2.417 20.227 0.48 -0.092 0.266
O -1.487 7.477 30.713 0.562 -0.391 0.015
O 7.648 4.026 24.659 -0.261 0.264 0.171
O -4.474 11.601 27.866 0.012 0.042 -0.413
O 2.803 7.43 25.173 -0.419 0.242 0.207
O -4.963 14.207 28.123 -0.071 0.004 0.319
O 3.392 8.601 28.439 -0.093 0.053 -0.218
O 11.282 15.461 19.367 -0.071 0.057 0.436
O 1.228 7.357 27.867 -0.059 0.064 -0.085
O 2.674 10.612 30.021 -0.187 -0.352 0.56
O -2.79 9.463 31.908 -0.183 0.299 -0.235
O -1.783 4.036 21.849 0.457 0.133 -0.396
O -0.059 1.93 20.157 -0.647 0.51 0.185
O -1.132 6.163 23.337 -0.029 0.302 -0.514
O 7.645 7.752 24.785 -0.351 0.145 -0.246
O 2.56 2.945 24.44 -0.038 -0.322 0.219
O 1.293 15.715 18.512 0.305 -0.206 -0.506
O 7.779 2.718 29.833 -0.158 -0.16 -0.001
O -0.391 10.557 19.389 0.458 0.433 -0.17
O 0.148 7.904 19.492 0.211 -0.01 0.192
O 4.571 14.343 20.057 0.343 -0.148 0.223
O -1.585 12.155 21.188 0.492 0.348 0.241
O 2.573 6.472 29.914 0.519 0.423 0.375
O 11.637 7.524 19.815 -0.63 0.114 0.348
O 3.314 1.243 20.195 -0.179 0.008 0.16
O -2.608 13.447 27.366 0.3 0.62 0.082
O 11.531 12.949 20.184 0.007 -0.278 -0.022
O 4.146 3.68 19.721 0.197 -0.072 0.368
O -3.811 9.334 26.67 0.237 -0.12 0.233
O 5.49 10.398 23.006 0.233 -0.07 0.356
O 4.27 11.773 19.617 0.211 -0.059 0.492
O 7.63 1.24 20.337 0.038 -0.282 -0.018
O 9.317 5.886 23.958 0.239 -0.237 -0.468
O 4.321 9.457 20.847 -0.396 -0.063 0.193
O 6.208 12.863 22.374 -0.287 0.162 -0.531
O 3.527 6.212 27.43 0.273 -0.589 0.076
O 8.357 13.351 20.919 0.107 0.044 0.217
O -3.267 9.822 24.126 0.249 -0.258 -0.557
O 11.497 4.922 20.506 -0.607 0.262 0.221
O 5.232 2.979 24.245 0.045 -0.089 -0.142
O 8.379 15.602 30.532 0.069 -0.189 -0.169
O 3.714 12.439 22.951 -0.523 -0.53 -0.304
O 5.935 16.524 27.445 -0.027 -0.205 0.336
O -0.106 10.085 21.86 0.244 -0.274 -0.243
O -2.528 9.748 20.631 -0.428 -0.126 0.341
O 0.101 3.79 23.702 0.017 0.078 0.462
O 8.462 15.699 27.156 0.11 0.015 0.294
O -2.728 1.972 29.132 -0.294 0.421 0.004
O 7.953 11.791 25.883 -0.42 0.022 -0.007
O -0.085 6.878 25.6 0.354 -0.241 -0.276
O -1.013 6.064 27.842 -0.629 -0.097 -0.236
O 5.943 4.552 30.485 -0.486 -0.382 -0.285
O -2.587 12.195 25.037 0.086 0.069 -0.067
O 3.132 14.912 22.225 -0.374 0.342 0.138
O 5.58 7.139 31.017 -0.329 -0.101 -0.599
O 10.31 3.67 24.96 0.058 -0.037 0.341
O 1.723 13.607 24.191 0.064 0.048 0.12
O 9.838 6.962 28.267 0.227 -0.125 -0.281
O -0.304 16.488 28.802 0.286 -0.186 -0.316
O 4.331 11.128 28.153 0.421 -0.213 -0.369
O 9.602 13.891 25.639 0.259 0.197 0.018
O 1.89 6.819 22.784 -0.306 0.144 0.099
O 2.219 12.619 28.385 -0.463 0.532 -0.47
O -3.748 11.937 22.649 -0.46 -0.128 -0.178
O 7.592 15.147 22.57 0.334 0.048 0.662
O 5.458 12.276 24.871 0.431 -0.541 0.356
O 5.387 16.214 21.704 -0.25 0.076 0.478
O 4.332 13.473 26.995 -0.158 0.111 -0.091
O 10.221 8.152 24.843 -0.18 -0.017 0.347
O -1.73 5.933 19.449 -0.074 -0.372 0.198
O 6.443 8.217 21.83 -0.005 -0.115 -0.002
O 0.459 12.102 30.3 -0.138 -0.35 -0.115
O -0.079 9.402 31.811 0.111 0.035 -0.208
O 8.988 5.246 26.522 0.264 -0.33 0.154
O 7.232 1.515 25.183 0.204 -0.184 -0.116
O 3.246 6.015 20.678 0.149 0.331 0.165
O -0.948 3.5 28.035 0.214 0.072 -0.592
O 1.858 9.34 23.549 0.445 0.527 0.251
O -4.585 9.243 29.151 0.151 0.415 0.307
O 8.955 2.169 32.144 0.438 0.155 -0.097
O 2.572 9.344 32.563 -0.149 -0.129 -0.508
O 9.733 2.221 19.058 -0.1 0.285 -0.317
O 8.515 11.249 19.441 0.408 -0.17 0.507
O -0.652 8.786 23.965 -0.362 0.123 0.117
O 8.965 8.087 22.533 0.556 0.545 -0.207
O 6.625 9.521 26.456 -0.341 0.055 -0.19
O -1.954 1.497 26.656 0.386 -0.158 -0.11
O -2.692 5.675 32.207 0.484 -0.504 -0.001
O 8.531 12.873 23.515 0.294 -0.256 -0.116
O 2.077 1.496 29.901 0.168 -0.026 -0.201
O 7.055 11.405 28.277 -0.216 0.075 -0.218
O 2.203 4.227 22.209 0.418 -0.068 -0.27
O 7.373 7.159 27.37 -0.263 0.04 0.445
O 5.171 9.505 30.024 0.086 -0.062 -0.352
O 0.573 14.918 20.88 -0.023 -0.454 0.184
O -1.567 11.13 27.265 -0.185 -0.114 -0.103
O 8.053 5.209 29.005 0.36 0.24 0.22
O 4.151 14.494 24.587 0.034 0.628 0.221
O 0.43 4.908 29.786 -0.173 0 -0.159
O 8.145 13.097 29.942 0.485 -0.085 -0.568
O -5.098 1.861 29.948 -0.01 0.362 -0.757
O -2.62 7.5 25.084 -0.174 -0.42 0.168
O 9.039 9.876 27.33 0.114 -0.495 -0.277
O 7.257 2.349 22.699 0.153 0.378 -0.29
O 4.158 8.128 23.078 0.372 -0.239 0.079
O -4.035 6.968 30.379 -0.316 -0.125 0.123
O 10.275 11.483 24.841 -0.154 -0.522 0.429
O 0.765 14.709 30.354 0.422 -0.024 -0.177
O 4.373 2.292 29.187 0.119 -0.343 -0.027
O -2.494 15.448 24.526 -0.012 0 0.065
O 0.265 11.362 24.084 -0.243 -0.214 0.223
O 5.771 5.637 19.992 -0.033 0.033 0.249
O -4.063 3.109 22.63 -0.444 -0.329 -0.11
O -1.119 16.239 22.409 -0.134 0.336 0.261
O -2.443 4.152 24.391 0.058 0.267 0.428
O 4.078 2.856 26.601 -0.555 -0.268 0.242
O -0.322 13.088 25.929 0.162 0.093 0.354
O -1.516 9.88 29.632 -0.445 0.404 -0.105
O -2.848 14.329 22.137 -0.261 0.401 0.054
O 1.28 1.755 22.438 0.524 -0.093 0.057
O 6.035 11.861 30.804 -0.189 -0.598 0.243
O -0.697 13.823 23.456 0.22 -0.307 -0.094
O 2.764 3.943 30.557 -0.01 0.08 -0.103
O 0.56 5.719 20.842 -0.162 -0.055 0.51
O 3.988 5.077 25.13 -0.118 0.009 -0.204

Results
total energy: -109521.701 eV
total energy less fixed offsets of O -438.35, Si -107.03 eV per atom: 1.339 eV
